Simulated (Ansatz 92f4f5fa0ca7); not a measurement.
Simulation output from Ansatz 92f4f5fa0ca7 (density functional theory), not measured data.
Periodic cell of 221 atoms, Si132O88H1, from a study of silicon, its oxide and their interface. The atomic structure is a simulated model.
Doubt: the cutoff is far below the 930 eV that the study's wrapper takes by default for these files, so forces and energies are approximate.

Settings
functional: PBE
potential files: Ansatz PAW
basis: plane waves
wave-function cutoff: 580 eV
density cutoff ratio: 5
exchange-correlation grid ratio: 1
k mesh: 1 x 1 x 1, Gamma-centred
self-consistency stop: 5e-08 eV per atom in the density residual
occupations: fixed
spin: none
net charge: +1 e, with a uniform compensating background and no finite-size correction

Cell vectors (angstrom)
a  10.938  0  0
b  0  10.938  0
c  0  0  33.2718

Atoms: element, x, y, z (angstrom)
Si  -0.2115  0.1563  25.6756
Si  5.962  -0.5405  25.7087
Si  2.8207  2.8264  25.754
Si  8.3448  2.276  25.8157
Si  -0.5035  6.0562  25.6094
Si  5.3849  5.6788  25.7097
Si  3.0699  7.8252  25.7439
Si  8.2017  8.2464  26.0272
Si  1.4134  1.3518  27.0064
Si  6.8723  1.1471  27.1969
Si  4.2214  4.0946  27.1114
Si  9.5192  4.1298  26.9381
Si  1.3318  6.8051  27.0428
Si  6.8215  6.8126  27.2297
Si  4.2033  9.4531  27.0684
Si  9.669  9.5997  27.2085
Si  2.7697  -0.0332  28.4095
Si  8.2671  -0.0658  28.5724
Si  0.0203  2.7605  28.4023
Si  5.5209  2.6726  28.4659
Si  2.7399  5.4284  28.4496
Si  8.2131  5.4121  28.4747
Si  0.0702  8.1877  28.4919
Si  5.4823  8.1787  28.5481
Si  4.1018  1.3673  29.8536
Si  9.5708  1.3673  29.8536
Si  1.3673  4.1018  29.8536
Si  6.8362  4.1018  29.8536
Si  4.1018  6.8362  29.8536
Si  9.5708  6.8362  29.8536
Si  1.3673  9.5708  29.8536
Si  6.8362  9.5708  29.8536
Si  0  0  31.2208
Si  5.469  0  31.2208
Si  2.7345  2.7345  31.2208
Si  8.2035  2.7345  31.2208
Si  0  5.469  31.2208
Si  5.469  5.469  31.2208
Si  2.7345  8.2035  31.2208
Si  8.2035  8.2035  31.2208
Si  1.3673  1.3673  32.5881
Si  6.8362  1.3673  32.5881
Si  4.1018  4.1018  32.5881
Si  9.5708  4.1018  32.5881
Si  1.3673  6.8362  32.5881
Si  6.8362  6.8362  32.5881
Si  4.1018  9.5708  32.5881
Si  9.5708  9.5708  32.5881
Si  2.7345  0  0.6835
Si  8.2035  0  0.6835
Si  0  2.7345  0.6835
Si  5.469  2.7345  0.6835
Si  2.7345  5.469  0.6835
Si  8.2035  5.469  0.6835
Si  0  8.2035  0.6835
Si  5.469  8.2035  0.6835
Si  4.1018  1.3673  2.0507
Si  9.5708  1.3673  2.0507
Si  1.3673  4.1018  2.0507
Si  6.8362  4.1018  2.0507
Si  4.1018  6.8362  2.0507
Si  9.5708  6.8362  2.0507
Si  1.3673  9.5708  2.0507
Si  6.8362  9.5708  2.0507
Si  0  0  3.418
Si  5.469  0  3.418
Si  2.7345  2.7345  3.418
Si  8.2035  2.7345  3.418
Si  0  5.469  3.418
Si  5.469  5.469  3.418
Si  2.7345  8.2035  3.418
Si  8.2035  8.2035  3.418
Si  1.2561  1.4891  4.7543
Si  6.8288  1.3795  4.8298
Si  4.1089  4.085  4.8277
Si  9.5241  4.1316  4.8653
Si  1.3472  6.8551  4.7757
Si  6.7965  6.8891  4.8255
Si  4.1132  9.5863  4.8019
Si  9.5265  9.6083  4.6309
Si  2.6211  0.0491  5.9342
Si  8.2778  -0.0257  6.0404
Si  -0.0627  2.8245  6.3226
Si  5.4689  2.6901  6.2909
Si  2.7184  5.5187  6.1626
Si  8.1141  5.505  6.2301
Si  -0.1372  8.2508  5.941
Si  5.4944  8.3159  6.3062
Si  3.6535  1.5516  7.3643
Si  9.8041  1.0214  7.4783
Si  1.5951  4.0486  7.7005
Si  6.5427  4.3814  7.652
Si  4.3061  6.646  7.5062
Si  9.3237  7.1723  7.3999
Si  1.0378  9.8206  7.1763
Si  7.2472  9.5056  7.5927
O  1.8226  3.9758  25.1067
O  7.144  9.2893  25.1794
O  2.7373  2.8583  7.8015
O  8.3045  8.295  8.1392
O  5.3987  5.5134  8.0361
O  0.0605  -0.0394  7.9933
O  4.2158  6.7352  25.1357
O  9.5197  1.2204  25.2107
O  1.7944  8.882  8.2647
O  1.3617  4.617  9.3796
O  8.9966  1.3408  8.8925
O  6.95  10.5504  8.8901
O  3.6697  0.6878  8.8044
O  3.6458  7.1464  8.9298
O  7.0732  3.8981  9.1706
O  10.3349  6.3991  8.4561
O  3.7423  2.2043  24.5235
O  5.3485  0.0783  24.3014
O  7.2238  2.6781  24.6446
O  11.096  5.7262  24.1281
O  9.2541  7.2101  25.1925
O  2.3632  8.4755  24.3998
O  6.2525  5.1333  24.3878
O  0.3829  10.3079  24.3191
Si  2.4359  8.0721  9.4981
Si  11.0599  6.7572  14.3762
Si  0.0268  -5.1552  17.1637
Si  4.1243  0.9077  23.6061
Si  7.4459  -2.0308  20.2794
Si  8.3222  0.7948  21.162
Si  1.7341  9.7288  23.5694
Si  10.5222  9.4999  14.3771
Si  3.9328  9.8225  11.6678
Si  4.9407  16.1329  12.0542
Si  6.9484  1.7962  16.7222
Si  4.6521  7.4576  20.1883
Si  13.2575  8.545  14.0481
Si  3.7498  1.5238  10.2081
Si  7.9191  11.5023  9.8497
Si  1.742  8.3426  20.7122
Si  2.5621  -5.4364  21.2097
Si  2.1743  4.0074  10.8302
Si  8.298  4.3754  17.4719
Si  6.9676  3.9007  23.5839
Si  12.6519  3.6309  18.7734
Si  6.3674  3.1049  10.4179
Si  4.5578  2.9709  18.317
Si  7.9583  -0.2724  14.9699
Si  10.5146  4.6617  12.2436
Si  -1.3279  3.1054  22.4994
Si  6.2373  7.8977  12.254
Si  8.5864  9.6021  12.2393
Si  5.579  2.3119  21.2925
Si  12.0204  4.4418  23.7401
Si  9.8995  2.6738  19.6101
Si  11.248  5.9615  9.7246
Si  -5.2936  5.8787  17.6162
Si  -0.8606  -2.6158  18.9864
Si  8.014  10.1098  17.6819
Si  4.8158  6.8161  14.64
O  7.6442  10.2449  13.4346
O  7  9.5422  18.8309
O  7.8346  8.1542  11.9572
O  -1.5569  1.1506  19.9507
O  4.5911  5.4895  13.6475
O  7.5253  9.6265  16.1827
O  -1.4173  -1.3943  18.0283
O  4.9082  13.5581  9.9002
O  5.436  9.2036  11.6916
O  1.277  7.1873  10.2231
O  7.0973  1.1077  15.2288
O  8.4944  4.194  23.0313
O  5.6597  6.5665  11.4879
O  1.5163  6.7408  20.9814
O  -2.1303  7.9833  20.0233
O  10.1454  9.5506  12.7598
O  15.7784  4.4954  17.8516
O  6.0621  8.1346  20.8145
O  2.7998  -0.0006  23.5182
O  3.1498  9.5116  13.0533
O  6.019  3.5175  22.3073
O  10.0134  3.5372  20.9855
O  2.2874  4.3035  20.1451
O  -5.8615  6.9928  18.6735
O  0.5497  -2.1326  19.6852
O  8.6406  10.5065  10.9089
O  11.6903  6.2617  15.7904
O  12.0698  4.1742  12.0835
O  9.6308  10.6876  15.0862
O  10.3178  5.5489  13.5978
O  0.4578  2.5957  18.9713
O  4.0545  11.4223  11.4263
O  1.3465  7.3527  13.4372
O  12.138  9.5775  14.732
O  7.2493  5.5831  17.8473
O  3.4588  -3.2157  14.9048
O  12.0992  4.8651  17.8736
O  11.0165  3.2081  23.3239
O  5.9476  18.6534  13.8598
O  2.2443  4.8405  22.666
O  6.8895  1.4803  20.8302
O  5.3751  -4.5663  16.0906
O  1.4638  -1.7049  22.0454
O  -2.1378  3.5153  18.76
O  9.6188  4.9606  16.7368
O  9.5287  3.3622  12.3173
O  4.5282  1.3599  22.0919
O  3.329  -2.4515  20.1865
O  2.942  2.7579  18.1263
O  3.5565  4.8128  11.2629
O  6.0671  4.0088  11.7749
O  10.0264  7.9759  14.7808
O  -6.0262  2.8366  19.9091
O  7.8845  11.7555  17.6674
O  7.9974  -0.8142  21.2793
O  4.0924  6.1373  21.0418
O  8.9772  1.5666  22.4717
O  2.446  2.4072  10.646
O  18.4778  3.2996  16.5135
O  3.0393  9.1548  10.5134
O  10.2022  5.5791  10.9244
O  7.1836  1.7283  10.7343
O  10.4739  -3.938  18.1267
O  5.4432  1.9336  17.3874
H  8.8019  3.3782  12.962

Results
free energy: -133979.432 eV
free energy less fixed offsets of H -15.97, O -568.88, Si -635.61 eV per atom: -1.502 eV

Forces (eV/angstrom), in the order of the atoms: element, x, y, z
Si  0.0198  -0.0162  -0.1811
Si  0.0835  -0.1171  -0.2023
Si  0.0042  0.0356  -0.1084
Si  0.2115  0.0628  0.0384
Si  -0.3238  0.0994  0.0654
Si  -0.0014  0.1071  -0.1371
Si  0.0559  -0.0894  -0.2464
Si  -0.0521  0.0443  -0.2715
Si  -0.0558  0.0219  -0.1637
Si  -0.0228  -0.0492  -0.2225
Si  0.0043  0.0966  -0.1542
Si  0.0202  -0.0495  -0.3136
Si  0.0564  -0.0235  -0.1311
Si  -0.043  -0.041  -0.2871
Si  -0.0217  0.0047  -0.2741
Si  -0.0265  0.1054  -0.2204
Si  0.0398  -0.0696  -0.0417
Si  0.0189  0.0175  0.1236
Si  -0.0817  0.0417  -0.1678
Si  0.0703  -0.0341  0.0721
Si  -0.055  0.052  -0.0117
Si  0.0788  -0.0702  0.0505
Si  0.0912  -0.049  0.1217
Si  -0.0583  0.0301  0.0632
Si  -0.0573  -0.1402  -0.3447
Si  0.2945  0.4115  -0.0525
Si  0.044  -0.1352  -0.1974
Si  0.1146  -0.3663  0.0115
Si  -0.3821  -0.1786  0.0794
Si  0.113  -0.1392  -0.2902
Si  0.3971  0.0916  -0.0765
Si  0.1034  -0.2277  0.5588
Si  0.1179  0.1457  -0.0422
Si  -0.0075  0.0053  -0.001
Si  -0.0857  -0.0392  -0.0495
Si  0.0157  0.0777  0.0144
Si  -0.0543  0.0511  -0.0217
Si  -0.111  -0.0618  -0.0448
Si  -0.0084  0.0464  0.0071
Si  -0.1194  -0.0105  0.0175
Si  0.0014  -0.0471  0.01
Si  0.0377  -0.0369  -0.0252
Si  0.0303  0.0023  -0.0208
Si  0.0062  -0.05  -0.0158
Si  0.0648  0.0266  -0.0286
Si  0.0724  -0.0233  -0.0082
Si  -0.0007  -0.0683  -0.0298
Si  0.013  -0.0172  -0.0311
Si  0.0218  -0.0131  -0.006
Si  -0.0696  0.0465  0.0152
Si  -0.0319  0.0365  0.0201
Si  -0.0428  0.0088  0.0363
Si  -0.0742  0.0453  0.0068
Si  0.0143  0.0087  0.0029
Si  -0.0414  -0.0158  0.0355
Si  -0.0318  0.0931  0.0097
Si  -0.0325  -0.0758  0.0546
Si  0.0881  -0.076  -0.0636
Si  0.0952  -0.0103  -0.0088
Si  0.0787  0.0235  0.0652
Si  -0.033  -0.0745  -0.0029
Si  -0.1057  -0.0183  0.0255
Si  0.1568  0.1305  0.0319
Si  0.0137  -0.1356  -0.0368
Si  -0.0563  0.6036  -0.6693
Si  0.1094  0.1083  0.1494
Si  -0.0729  0.3277  -0.0477
Si  -0.0407  0.0077  0.3827
Si  -0.1413  -0.184  0.2485
Si  -0.1389  0.2082  0.3078
Si  0.2385  -0.0023  0.0987
Si  -0.5394  -0.3004  -0.5728
Si  0.0627  0.1025  -0.0862
Si  -0.0489  0.0322  -0.144
Si  -0.0076  -0.234  -0.0066
Si  0.0162  0.2164  -0.0423
Si  -0.0874  -0.0471  -0.08
Si  -0.0889  0.1015  0.0353
Si  0.0434  -0.1128  -0.0833
Si  0.0012  -0.0848  -0.1605
Si  -0.0349  0.0314  0.1623
Si  -0.0662  0.1648  0.1078
Si  -0.0437  -0.0587  0.4154
Si  -0.0936  0.2023  0.1486
Si  0.0397  0.1734  0.3389
Si  -0.0049  0.0142  0.1817
Si  0.0942  -0.0267  0.2679
Si  0.152  0.0302  0.2005
Si  0.3178  -0.4881  -0.0678
Si  0.2032  -0.0234  0.3434
Si  0.4836  -1.2152  -3.0494
Si  -0.0351  -0.1013  0.1079
Si  0.4118  -0.0354  -0.1575
Si  -0.5126  0.3008  -0.5674
Si  -0.013  0.0628  0.1213
Si  -0.0645  -0.1338  0.2434
O  0.1313  -0.1736  0.1837
O  -0.0637  0.0115  0.6188
O  -0.7206  0.9012  0.6114
O  0.1339  -0.1612  -0.3539
O  -0.1862  0.0819  -0.2681
O  -0.0507  0.0477  -0.5358
O  -0.2411  0.1406  0.5526
O  -0.1296  0.2684  0.4036
O  0.1176  -0.32  0.4394
O  0.1135  0.0253  0.9189
O  0.1259  0.1605  -0.151
O  -0.1116  -0.2253  -0.1905
O  -0.1031  0.237  -0.0422
O  -0.3711  -0.1135  0.2163
O  0.0423  0.1094  -0.2289
O  1.1111  -0.9362  0.9879
O  -0.0421  0.055  0.2304
O  0.1115  -0.0323  0.088
O  0.0662  -0.1618  0.1881
O  -0.0826  0.0948  0.0883
O  0.2164  -0.2529  0.4616
O  0.0458  -0.0738  0.1624
O  -0.1129  0.0768  0.2307
O  -0.069  0.1106  0.2733
Si  0.7447  1.0338  -0.5694
Si  0.064  0.322  0.4597
Si  0.0352  0.0478  0.4235
Si  0.0316  -0.0097  -0.0237
Si  -0.0819  -0.0051  0.2206
Si  -0.1511  -0.056  0.0295
Si  -0.0811  -0.0468  0.0142
Si  -0.0124  0.0188  0.0541
Si  0.1985  -0.2897  0.4888
Si  0.7607  0.4736  0.5218
Si  0.0024  -0.0916  0.2371
Si  -0.0045  0.0634  0.1889
Si  0.035  0.0973  0.1934
Si  0.7823  -0.5757  0.0792
Si  0.1654  -0.309  0.0192
Si  0.063  -0.1836  -0.1115
Si  0.0141  0.2177  -0.2631
Si  1.6816  -0.9839  2.5221
Si  -0.0259  -0.0801  0.3663
Si  0.1167  0.075  -0.1587
Si  -0.067  -0.0735  0.2639
Si  -0.0671  -0.0575  0.1124
Si  -0.0027  0.0083  0.2757
Si  -0.0666  -0.029  0.1656
Si  -0.8681  -0.2693  1.1624
Si  -0.0795  -0.0524  -0.3588
Si  0.096  0.1188  0.2095
Si  -0.0464  -0.0372  0.3317
Si  0.184  -0.0789  -0.2254
Si  0.1299  -0.1437  -0.1165
Si  0.1038  -0.0464  0.1817
Si  -2.0515  2.4318  0.5245
Si  -0.1086  -0.0061  0.3363
Si  0.0265  0.0542  0.3168
Si  -0.0396  -0.0969  0.2755
Si  0.0669  0.0955  0.2982
O  0.0062  0.0172  -0.082
O  0.0534  0.0509  -0.1291
O  0.0305  0.0056  -0.0921
O  0.0107  0.0282  -0.0419
O  -0.115  -0.1649  -0.297
O  0.0307  0.0708  -0.2038
O  -0.0371  0.0567  -0.1369
O  -0.2995  0.0158  0.0388
O  -0.1388  0.0964  -0.1538
O  -0.357  -1.3035  -0.1261
O  0.0262  -0.0135  -0.0767
O  -0.059  0.0634  0.1525
O  -0.2132  -0.2026  -0.1089
O  -0.0142  -0.0055  0.0661
O  0.0719  0.0144  -0.1386
O  -0.0751  -0.0091  -0.08
O  0.0133  0.0327  -0.1157
O  0.0145  -0.0026  -0.1026
O  -0.0018  0.0311  -0.0395
O  0.0126  0.0298  -0.1835
O  0.018  0.0791  0.2073
O  -0.036  0.0058  0.0991
O  -0.002  -0.038  -0.0161
O  0.0293  -0.096  -0.2026
O  -0.0861  0.0356  -0.0789
O  -0.0516  0.1917  -0.275
O  0.0225  -0.0297  -0.2288
O  0.4642  0.0154  -1.1708
O  0.041  -0.0282  -0.0749
O  -0.0028  -0.2309  -0.486
O  0.0443  0.0371  -0.1148
O  -0.1155  0.4192  -0.2379
O  0.0026  -0.0899  -0.129
O  -0.0103  -0.0425  -0.0664
O  0.0597  -0.0082  -0.0661
O  0.0019  -0.0183  -0.0889
O  -0.082  0.1093  -0.1924
O  -0.0058  0.0285  0.0726
O  -0.0233  -0.0132  -0.0812
O  -0.0701  -0.0564  0.1394
O  -0.0376  0.045  0.0072
O  -0.005  0.0409  -0.2413
O  -0.0215  0.0853  0.2637
O  -0.0894  0.1095  -0.163
O  0.0085  0.004  -0.2097
O  0.1744  0.2413  -0.0982
O  -0.1114  -0.101  0.2864
O  0.0486  0.0071  -0.0043
O  0.0014  -0.0235  -0.1439
O  -1.3371  -0.2758  -0.9219
O  -0.0503  -0.1127  -0.1976
O  0.0358  -0.0825  -0.0961
O  0.0227  0.0097  -0.0468
O  -0.0277  0.0336  -0.133
O  0.0109  0.0293  -0.0238
O  0.0085  -0.0443  0.0389
O  0.0859  0.0684  0.0371
O  -0.7569  1.0102  -0.3011
O  0.0114  -0.0027  -0.1631
O  -0.2806  -0.2622  -0.1695
O  0.7853  -0.1476  -0.9485
O  -0.0238  0.0207  -0.0139
O  0.0233  -0.1458  -0.1773
O  0.0837  -0.0455  -0.1678
H  0.1035  0.0034  -0.0385

The program warned: the cutoff lies below the one the program advises for these potential files; the exchange-correlation potential is rough where the density is thin.
